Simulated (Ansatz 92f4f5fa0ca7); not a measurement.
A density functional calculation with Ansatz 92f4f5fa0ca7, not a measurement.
Periodic cell of 210 atoms, Si128O78B4, from a study of silicon, its oxide and their interface. The atomic structure is a simulated model.
Doubt: the cutoff is far below the 930 eV that the study's wrapper takes by default for these files, so forces and energies are approximate.
This geometry differs little from another in the collection (a relaxation step or a small displacement).

Settings: functional PBE; potential files Ansatz PAW; basis plane waves; wave-function cutoff 580 eV; density cutoff ratio 5; exchange-correlation grid ratio 1; k mesh 1 x 1 x 1, Gamma-centred; self-consistency stop 5e-08 eV per atom in the density residual; occupations fixed; spin none; net charge 0.

Cell vectors (angstrom)
a	10.938	0	0
b	0	10.938	0
c	0	0	31.2938

Atoms: element, x, y, z (angstrom)
B	10.0275	0.6323	24.6908
Si	5.7386	10.6144	23.8943
Si	2.0872	2.9248	23.8919
B	8.8056	1.9009	24.695
Si	0.2318	4.773	23.8601
Si	4.8468	5.8795	24.0158
Si	3.1522	7.613	23.8612
Si	7.5171	8.7831	23.813
Si	1.007	1.2364	25.1904
Si	6.8822	1.402	25.0789
Si	3.8843	4.0232	25.1523
Si	9.4347	3.7995	25.1829
Si	1.2679	6.6739	25.0353
Si	6.7303	6.8891	25.1036
Si	4.0377	9.4984	25.1209
Si	9.4791	9.649	24.9819
Si	2.6621	0.0083	26.4405
Si	8.2195	0.0503	26.5269
Si	-0.0108	2.7523	26.6573
Si	5.449	2.7446	26.4471
Si	2.6788	5.491	26.5455
Si	8.1883	5.4587	26.4241
Si	-0.0484	8.2115	26.3779
Si	5.4384	8.2262	26.5526
Si	4.1018	1.3673	27.8756
Si	9.5708	1.3673	27.8756
Si	1.3673	4.1018	27.8756
Si	6.8362	4.1018	27.8756
Si	4.1018	6.8362	27.8756
Si	9.5708	6.8362	27.8756
Si	1.3673	9.5708	27.8756
Si	6.8362	9.5708	27.8756
Si	0	0	29.2428
Si	5.469	0	29.2428
Si	2.7345	2.7345	29.2428
Si	8.2035	2.7345	29.2428
Si	0	5.469	29.2428
Si	5.469	5.469	29.2428
Si	2.7345	8.2035	29.2428
Si	8.2035	8.2035	29.2428
Si	1.3673	1.3673	30.6101
Si	6.8362	1.3673	30.6101
Si	4.1018	4.1018	30.6101
Si	9.5708	4.1018	30.6101
Si	1.3673	6.8362	30.6101
Si	6.8362	6.8362	30.6101
Si	4.1018	9.5708	30.6101
Si	9.5708	9.5708	30.6101
Si	2.7345	0	0.6835
Si	8.2035	0	0.6835
Si	0	2.7345	0.6835
Si	5.469	2.7345	0.6835
Si	2.7345	5.469	0.6835
Si	8.2035	5.469	0.6835
Si	0	8.2035	0.6835
Si	5.469	8.2035	0.6835
Si	4.1018	1.3673	2.0507
Si	9.5708	1.3673	2.0507
Si	1.3673	4.1018	2.0507
Si	6.8362	4.1018	2.0507
Si	4.1018	6.8362	2.0507
Si	9.5708	6.8362	2.0507
Si	1.3673	9.5708	2.0507
Si	6.8362	9.5708	2.0507
Si	0	0	3.418
Si	5.469	0	3.418
Si	2.7345	2.7345	3.418
Si	8.2035	2.7345	3.418
Si	0	5.469	3.418
Si	5.469	5.469	3.418
Si	2.7345	8.2035	3.418
Si	8.2035	8.2035	3.418
Si	1.4343	1.3518	4.9367
Si	6.8733	1.3513	4.7323
Si	4.1041	4.1097	4.904
Si	9.609	4.084	4.7225
Si	1.4158	6.7834	4.6731
Si	6.8415	6.8143	4.8139
Si	4.0662	9.5611	4.7612
Si	9.6563	9.5585	4.8285
Si	2.8449	-0.076	6.4105
Si	8.291	0.0666	6.1296
Si	0.0771	2.9024	6.2137
Si	5.5809	2.6714	6.2029
Si	2.8159	5.686	6.2583
Si	8.3594	5.5123	6.1086
Si	0.3596	8.3308	6.0772
Si	5.3614	8.1231	6.1345
Si	4.9529	0.721	7.4974
Si	9.1692	1.9816	7.3838
Si	0.935	4.7901	7.5191
Si	7.4233	3.6868	7.3456
B	3.4548	7.6127	6.6431
Si	10.1541	6.6168	7.2844
B	2.2678	8.9179	6.6403
Si	6.5694	9.8342	7.2397
O	7.0493	4.0048	8.9452
O	9.589	1.8282	8.9945
O	5.0664	1.0724	9.1301
O	7.2734	9.1256	8.5853
O	9.4623	7.4171	8.5836
O	1.2988	4.2837	9.0744
O	10.2805	5.3259	22.5446
O	2.741	2.0677	22.5929
O	2.9704	7.8459	22.2125
O	5.1939	5.5389	22.4296
O	4.9847	0.4319	22.5876
O	7.9308	8.2445	22.3023
Si	4.5243	8.2011	14.4643
Si	4.1325	1.6135	21.8358
Si	3.9528	1.4294	15.3045
Si	5.871	1.2256	10.5398
Si	8.057	7.883	9.2893
Si	7.2966	1.5276	14.6477
Si	5.8118	7.8229	19.0487
Si	8.5673	10.5811	18.8566
Si	4.9886	4.5011	21.2073
Si	10.5817	2.8573	12.6393
Si	1.1118	5.0249	16.9383
Si	3.2183	8.2808	20.6642
Si	4.6041	9.8756	17.0998
Si	9.3144	4.4968	18.4288
Si	8.4109	8.218	20.7574
Si	6.4747	4.9716	18.6631
Si	1.0078	2.2713	15.4894
Si	2.8405	0.049	19.5066
Si	4.6319	4.0092	11.5185
Si	0.3948	9.3416	15.8503
Si	9.145	1.088	10.3721
Si	9.2362	10.4879	14.1944
Si	6.8281	5.1676	10.0656
Si	7.4381	2.239	17.7898
Si	8.7907	5.2368	12.5487
Si	0.3999	0.5634	17.8863
Si	2.3521	5.6155	19.7126
Si	5.0685	10.8869	13.1328
Si	10.3967	5.7239	20.9698
Si	1.6272	4.4946	10.6605
Si	9.6736	9.2633	11.3064
Si	6.9989	6.4686	14.8841
Si	1.8629	7.1374	14.7077
Si	8.6126	8.5737	16.3376
Si	0.4043	6.8779	11.9364
Si	5.5412	3.8558	14.4655
O	9.8208	1.7629	11.6949
O	3.1002	3.9217	11.0201
O	4.2508	8.7626	15.9717
O	0.1478	8.4286	11.4553
O	9.9886	0.4044	18.7483
O	0.8716	6.7383	13.4905
O	0.6481	3.6376	11.6279
O	8.6177	9.7862	20.2915
O	9.7048	4.5911	20.0116
O	3.5133	10.2619	18.2207
O	3.4084	7.0349	14.2004
O	8.4408	8.3279	10.8036
O	3.5796	4.7999	20.4177
O	4.7727	0.3702	16.2786
O	9.7309	7.214	20.6757
O	7.5017	1.0855	10.4427
O	4.8128	8.2712	20.2779
O	3.9845	1.0282	13.7103
O	5.0508	2.9576	21.727
O	4.4656	9.402	13.377
O	2.0839	4.9414	18.2508
O	7.9819	5.4088	18.2259
O	5.301	5.2012	10.628
O	6.8184	2.9393	13.9919
O	0.0887	1.6503	16.6979
O	1.6581	8.7034	15.0926
O	7.2874	1.6851	16.2652
O	5.9831	7.5469	14.2438
O	9.4889	3.9255	13.2131
O	5.3292	0.0524	11.5402
O	1.4848	6.1054	10.9849
O	2.6214	7.2185	19.5686
O	6.4124	0.3029	14.0041
O	7.7721	4.8299	11.3518
O	9.798	10.519	10.2741
O	4.7392	4.3333	13.1242
O	1.0502	5.5794	20.6769
O	6.1326	5.1344	15.316
O	1.324	3.8089	15.8931
O	5.5368	6.3236	18.3416
O	2.3841	1.4178	15.6742
O	7.4273	0.8496	18.7167
O	7.057	6.6075	9.3549
O	6.2872	4.7347	20.262
O	8.2307	9.6093	15.1358
O	5.4528	2.641	11.2178
O	7.2633	7.6452	19.7586
O	10.5001	5.0615	17.4636
O	8.8061	1.1219	14.208
O	6.284	3.416	18.0478
O	4.5868	2.9413	15.4407
O	-0.2001	10.4426	14.8066
O	1.5767	0.9331	18.959
O	8.0897	6.0673	13.7531
O	3.7954	1.0836	20.3239
O	8.4379	9.4029	17.7238
O	8.8882	2.9695	18.0415
O	2.4761	9.7349	20.5032
O	1.5326	6.3219	16.0651
O	9.9093	6.1424	11.815
O	7.7343	7.2099	16.1531
O	5.7732	9.0658	17.954
O	0.8256	10.0679	17.2269
O	10.2015	8.1952	16.1725
O	0.4481	2.2495	13.9449
O	9.1969	9.8432	12.7317

Results
free energy: -126348.227 eV
free energy less fixed offsets of B -154.04, O -568.88, Si -635.61 eV per atom: -1.347 eV

Forces (eV/angstrom), in the order of the atoms: element, x, y, z
B	-0.0467	-0.0362	0.0847
Si	-0.0077	0.0831	0.052
Si	-0.0045	-0.0805	0.0332
B	-0.0601	-0.0716	0.0766
Si	-0.0657	-0.0004	0.0513
Si	0.0171	-0.0169	0.0282
Si	-0.0086	0.0065	0.0059
Si	0.0812	-0.0122	0.0296
Si	-0.1263	0.074	0.0585
Si	0.0842	-0.0538	-0.0047
Si	0.0057	0.0197	-0.0273
Si	0.0845	-0.0892	0.0706
Si	0.0154	0.0145	-0.0223
Si	-0.0359	-0.0336	-0.0081
Si	-0.0206	-0.027	-0.0159
Si	-0.0514	0.0936	0.0116
Si	-0.0131	0.0087	-0.0223
Si	0.0261	0.0227	-0.1825
Si	0.0484	0.0454	-0.1145
Si	0.0052	0.0038	-0.0237
Si	0.0006	-0.0038	-0.0169
Si	0.0038	-0.0061	-0.0294
Si	0.0122	0.011	-0.0214
Si	0.0078	0.0066	-0.0075
Si	-0.1725	-0.1151	-0.5748
Si	0.0159	0.0002	1.0351
Si	0.1904	0.3722	0.8609
Si	-0.2035	0.1466	-0.4993
Si	-0.1165	0.0265	0.2964
Si	-0.0855	-0.0551	-0.7172
Si	-0.2596	-0.2676	-0.5927
Si	-0.0321	0.0447	0.3625
Si	-0.1496	-0.0042	-0.0057
Si	0.0941	0.0169	-0.0699
Si	0.0038	0.0797	0.0004
Si	0.0268	-0.1436	-0.023
Si	0.0995	-0.0448	0.0111
Si	-0.009	-0.0052	-0.0291
Si	0.0022	-0.1094	-0.0343
Si	0.0397	0.0528	-0.0927
Si	0.0229	-0.0289	-0.0351
Si	-0.1174	0.0758	0.032
Si	-0.0114	-0.0759	0.0107
Si	-0.0662	0.0563	0.0091
Si	-0.1103	0.0235	0.0267
Si	-0.0781	-0.0126	-0.026
Si	-0.0438	-0.0437	0.0111
Si	0.0399	-0.1092	0.0089
Si	-0.0133	0.0775	0.0033
Si	0.0611	0.0356	-0.0132
Si	0.0959	-0.0372	-0.0232
Si	0.0727	0.0305	0.0186
Si	0.0586	-0.0423	-0.0053
Si	0.0142	0.0604	0.0091
Si	-0.052	0.0398	0.0307
Si	0.1074	-0.0816	-0.0335
Si	0.0145	-0.0197	0.074
Si	0.001	0.1245	0.0256
Si	-0.1314	0.0337	-0.0021
Si	-0.0321	-0.0508	0.0138
Si	0.0089	0.1503	0.0204
Si	0.0477	-0.0221	-0.0022
Si	0.058	-0.0403	0.0057
Si	-0.0852	-0.0277	0.0649
Si	0.4102	0.3058	0.5297
Si	-0.0061	0.0747	-0.3707
Si	0.1239	0.0211	0.8403
Si	0.0932	-0.0341	-0.4905
Si	-0.0725	-0.2203	-0.7836
Si	0.0031	-0.278	0.4685
Si	-0.0138	-0.0447	-0.8164
Si	0.178	0.0873	0.4916
Si	-0.0114	-0.0222	0.0123
Si	-0.0091	-0.0093	0.0081
Si	-0.003	0.0002	0.0141
Si	-0.0011	0.0041	0.0116
Si	-0.0646	-0.0726	0.0834
Si	-0.0231	-0.0029	0.0347
Si	-0.0227	-0.0293	0.1726
Si	0.0146	-0.0134	0.0225
Si	0.0597	-0.1504	0.0142
Si	0.0063	0.0371	0.0331
Si	-0.0144	0.0005	0.0238
Si	0.037	0.0271	0.0025
Si	-0.0784	0.1577	-0.0475
Si	0.0013	-0.0257	0.0303
Si	0.1575	-0.0686	-0.0202
Si	-0.1267	0.0587	0.0184
Si	-0.1011	0.028	-0.0187
Si	0.012	-0.0062	-0.0154
Si	0.0814	-0.0161	-0.0261
Si	-0.0089	0.0192	-0.0296
B	0.1048	0.0255	-0.0762
Si	0.0011	0.0969	-0.0409
B	0.0318	0.0965	-0.098
Si	0.0163	-0.0953	-0.0713
O	0.0034	-0.0054	-0.0173
O	-0.0058	-0.0078	-0.0145
O	0.0199	-0.0033	0.0153
O	0.0009	0.015	0.0013
O	-0.0168	-0.0121	0.015
O	-0.0124	0.0021	0.0121
O	0.0104	0.0045	-0.024
O	0.0149	0.0131	-0.0129
O	-0.0037	0.0023	0.0232
O	0.0012	0.0003	0.0115
O	-0.0046	-0.0147	-0.0021
O	-0.0107	0.0038	0.0009
Si	-0.0001	-0.0045	0.0009
Si	-0.0088	-0.0041	-0.0157
Si	-0.003	0.0019	0.001
Si	-0.0026	-0.0021	0.0018
Si	0.0035	0.0005	0.0087
Si	0.0009	0.0023	0.0011
Si	-0.0002	-0.0029	-0.0053
Si	0.0017	0.0041	0.001
Si	0.0046	0	-0.0072
Si	-0.0007	0.0053	0.0058
Si	-0.0008	0.0024	-0.0015
Si	-0.004	-0.0029	-0.003
Si	-0.0023	-0.0018	0.0014
Si	-0.0015	0.0025	-0.0055
Si	-0.0093	-0.0004	-0.0019
Si	-0.0016	0.0006	-0.0044
Si	-0.0019	0.0013	-0.0002
Si	-0.0044	0.0027	-0.0003
Si	-0.0045	0.0046	0.0042
Si	0.0017	-0.0001	0.0036
Si	0.0106	0.0011	0.0073
Si	0.0034	0.0005	0.0018
Si	-0.0055	0.0104	0.0091
Si	0.001	0.0004	0.0013
Si	0.0031	-0.0005	0.0073
Si	0.0016	0.0006	0.0036
Si	0.0019	0.0013	-0.0065
Si	-0.003	-0.0022	0.0068
Si	0.0066	-0.0046	-0.0117
Si	-0.0082	-0.0058	0.0001
Si	0.0009	-0.0047	0.0036
Si	0.0002	-0.0004	0.0003
Si	0.0002	-0.0013	0.0024
Si	-0.0014	-0.0021	-0.0027
Si	-0.0023	0.0027	0.0051
Si	-0.0014	0.0027	0
O	-0.0039	-0.0035	-0.0082
O	-0.0006	-0.0009	-0.0023
O	0.0006	0.0016	-0.0016
O	-0.0011	-0.001	-0.0039
O	-0.0043	-0.0034	-0.0037
O	-0.0025	-0.0003	-0.0046
O	0.0033	-0.0001	-0.0029
O	-0.002	-0.0045	-0.0002
O	0.0053	0.0077	0.01
O	0.0007	-0.0005	-0.0016
O	0.0001	0.0017	0.0006
O	-0.0005	0.0028	-0.0028
O	-0.001	0.0009	0.0035
O	-0.0001	-0.0008	0.0004
O	-0.0003	-0.0012	-0.002
O	-0.0029	-0.0005	-0.0095
O	-0.0008	0.0019	0.0055
O	0.0011	-0.0019	-0.0029
O	0.0037	0.0024	0.0061
O	0.0015	0.004	-0.0019
O	-0.0057	0.0002	-0.0008
O	0.0035	-0.0026	-0.001
O	0.0025	-0.0032	-0.0017
O	-0.0017	-0.002	0.0013
O	-0.0009	-0.0006	-0.001
O	-0.0021	0.0006	0.0014
O	-0.0008	-0.0017	-0.0044
O	-0.0011	0.0002	-0.0018
O	-0.0005	0.0011	-0.0037
O	0.0041	0.0128	-0.011
O	0.0035	0.0011	-0.0066
O	-0.0002	-0.0014	0.0033
O	-0.0027	-0.0013	-0.0026
O	-0.0038	-0.0019	-0.0093
O	-0.0014	0.0037	-0.0008
O	-0.0002	-0.0033	-0.0043
O	-0.0058	0.0013	-0.0021
O	-0.0014	-0.002	-0.003
O	0.0001	-0.0002	0
O	0.001	0.0015	0.0014
O	0.0022	-0.0006	-0.0006
O	0.0003	-0.0029	-0.0033
O	-0.0011	-0.0044	-0.0039
O	-0.0043	-0.0012	0.0021
O	0.0016	0.0005	-0.0033
O	0.0043	-0.0108	-0.0069
O	0.0042	0.0008	0.0055
O	0.0047	-0.0017	0.003
O	-0.0025	-0.0014	0.0015
O	-0.0003	0.0017	-0.0013
O	0.0002	-0.0015	-0.0041
O	-0.0013	-0.0005	0.0002
O	0.0016	-0.0026	-0.002
O	0.0007	-0.0015	-0.0025
O	0.0015	-0.0003	0.0023
O	0.0001	0.0042	0.0028
O	-0.0012	0.0008	-0.0002
O	0.0061	0.0005	-0.0034
O	-0.0022	-0.0083	0.0041
O	0.0055	-0.0004	-0.0023
O	-0.0009	0.0009	0.0007
O	-0.0017	-0.0003	0
O	-0.0025	-0.0013	-0.0012
O	-0.0004	0.001	0.0003
O	0.0007	-0.0016	-0.0013
O	0.0002	-0.0016	-0.0047

The program warned: the cutoff lies below the one the program advises for these potential files; the exchange-correlation potential is rough where the density is thin.
